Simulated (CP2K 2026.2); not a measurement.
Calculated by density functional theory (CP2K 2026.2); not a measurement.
Periodic cell of 504 atoms, Si360O144, from a study of silicon, its oxide and their interface. The atomic structure is a simulated model.
Doubt: the forces sum to 0.81 eV/angstrom along one axis rather than to zero, so they err by at least 0.0016 eV/angstrom per atom on average; the grid cutoff is modest.

Settings: functional PBE; method Gaussian and plane waves; basis set DZVP-MOLOPT-SR-GTH; pseudopotentials GTH-PBE; grid cutoff 350 Ry, relative cutoff 50 Ry; k points Gamma only; occupations fixed; spin none; net charge 0.

Cell vectors (angstrom)
a	16.32	0	0
b	0	16.32	0
c	-0.168	6.0122	33.0688

Atoms and the computed forces on them: element, x, y, z (angstrom), force x, y, z (eV/angstrom)
Si	1.575	14.761	0.028	-0.126	0.099	0.759
Si	3.976	1.595	0.145	0.026	-0.195	0.723
Si	1.785	3.841	0.058	-0.154	0.108	0.734
Si	4.264	7.037	0.173	0.023	-0.243	0.543
Si	0.491	16.031	33.066	0.15	-0.043	0.733
Si	3.661	12.424	0.027	0.085	-0.084	0.702
Si	6.813	20.604	33.062	-0.057	0.154	0.712
Si	9.279	1.534	0.165	-0.071	-0.021	0.692
Si	6.853	9.742	33.035	-0.082	0.235	0.717
Si	9.09	13.027	33.05	0.15	-0.195	0.631
Si	7.013	15.441	32.968	-0.209	0.152	0.685
Si	9.231	18.546	33.012	0.169	-0.134	0.723
Si	12.601	20.64	33.068	-0.113	-0.007	0.714
Si	14.784	1.519	0.065	0.241	-0.126	0.782
Si	12.394	3.62	0.164	-0.037	0.313	0.68
Si	14.603	7.133	0.047	0.124	-0.214	0.755
Si	12.308	9.237	0.212	-0.02	0.219	0.657
Si	14.876	12.304	0.322	-0.036	0.031	0.414
Si	2.769	16.294	1.346	0.014	0.005	-0.039
Si	5.49	2.746	1.465	-0.007	-0.013	-0.048
Si	2.886	5.475	1.353	-0.023	0.006	-0.04
Si	5.624	8.363	1.411	0.074	0.056	-0.011
Si	2.472	10.913	1.332	0.077	-0.054	-0.058
Si	5.398	13.464	1.298	-0.017	-0.021	-0.034
Si	8.062	16.254	1.338	-0.001	-0.056	-0.033
Si	10.837	2.616	1.555	-0.03	-0.008	-0.006
Si	8.129	5.402	1.258	-0.008	0	-0.037
Si	10.817	8.023	1.462	-0.039	-0.006	-0.027
Si	8.275	10.937	1.296	0.018	0.047	-0.064
Si	10.984	13.652	1.263	-0.021	0.045	-0.038
Si	13.693	16.262	1.423	0.006	0.061	-0.049
Si	0.082	2.733	1.279	0.011	0.032	-0.043
Si	13.529	5.403	1.258	0.006	-0.004	-0.057
Si	16.172	8.267	1.368	0.01	-0.068	-0.044
Si	13.464	10.867	1.479	-0.001	-0.062	-0.037
Si	0.04	13.665	1.48	0.031	0.009	-0.053
Si	1.385	1.348	2.694	0.003	-0.002	0.003
Si	4.16	4.142	2.798	0.023	0.027	0.026
Si	1.366	6.853	2.598	-0.006	-0.014	-0.022
Si	4.02	9.597	2.636	-0.017	0.052	0.002
Si	1.324	12.264	2.836	-0.027	-0.023	0.046
Si	4.128	14.921	2.694	0.008	0.002	-0.001
Si	6.779	1.295	2.768	-0.011	0	0.021
Si	9.495	4.112	2.744	-0.036	0.02	0.013
Si	6.858	6.818	2.705	-0.009	-0.02	0.02
Si	9.541	9.537	2.727	0	0.012	0.035
Si	6.79	12.169	2.68	0.031	-0.007	0.014
Si	9.562	14.974	2.653	-0.001	-0.001	0.003
Si	12.249	1.239	2.792	0.002	-0.041	0.016
Si	14.994	4.103	2.622	-0.037	-0.021	0.026
Si	12.207	6.68	2.76	0.038	-0.011	0.018
Si	14.864	9.534	2.829	-0.01	-0.018	0.048
Si	12.159	12.272	2.778	-0.016	0.017	0.002
Si	15.028	15.004	2.839	0.005	0.007	0.028
Si	0.056	16.37	4.15	0.033	-0.008	-0.019
Si	2.744	2.728	4.058	0.003	-0.007	-0.021
Si	0.015	5.474	3.999	-0.005	0.007	-0.024
Si	2.719	8.181	4.01	-0.003	-0.001	-0.001
Si	16.271	10.888	4.152	0.012	0.002	-0.029
Si	2.754	13.613	4.108	-0.008	-0.005	-0.007
Si	5.424	16.281	4.115	0.001	-0.011	-0.005
Si	8.15	2.706	4.079	0.007	0.012	-0.026
Si	5.495	5.504	4.123	-0.006	0.017	-0.001
Si	8.19	8.167	4.087	-0.005	-0.005	-0.014
Si	5.4	10.877	4.063	0.013	-0.021	-0.001
Si	8.171	13.583	4.003	0.004	0.002	-0.037
Si	10.864	16.265	4.137	-0.002	-0.016	0.008
Si	13.638	2.711	4.026	0.006	0.027	-0.04
Si	10.856	5.398	4.151	-0.01	0	0.014
Si	13.539	8.106	4.115	-0.03	0.03	-0.006
Si	10.852	10.885	4.133	0.008	-0.023	-0.003
Si	13.6	13.604	4.103	-0.014	0.012	-0.015
Si	1.373	14.942	16.344	0.001	0.011	0.01
Si	4.109	17.662	16.357	0.006	0.011	0.019
Si	1.374	4.044	16.279	-0.011	0.001	-0.006
Si	4.066	6.758	16.283	-0.008	-0.005	-0.004
Si	1.353	9.521	16.285	0.002	-0.012	-0.011
Si	4.081	12.255	16.318	0.002	-0.002	0.009
Si	6.808	14.995	16.336	0.008	0.003	0.006
Si	9.51	17.678	16.312	0.003	0.015	-0.003
Si	6.766	4.083	16.327	-0.001	0.005	0.008
Si	9.48	6.82	16.297	-0.001	0.003	-0.007
Si	6.828	9.554	16.302	0.011	0.006	0.004
Si	9.543	12.274	16.351	0.011	0.005	0.019
Si	12.239	14.931	16.325	0.002	-0.009	0.01
Si	14.99	17.647	16.283	-0.015	-0.005	-0.015
Si	12.222	4.074	16.251	-0.003	-0.01	-0.023
Si	14.945	6.804	16.264	0.004	-0.011	-0.004
Si	12.235	9.562	16.322	0.012	0.01	0.009
Si	14.945	12.211	16.341	0.015	-0.019	0.017
Si	2.73	16.31	17.719	-0.009	-0.02	-0.004
Si	5.471	19.019	17.735	-0.006	-0.022	0.046
Si	2.665	5.432	17.653	0.022	0.027	0.032
Si	5.504	8.093	17.568	0.007	-0.013	-0.028
Si	2.736	10.85	17.644	-0.02	0.03	0.016
Si	5.416	13.658	17.672	-0.009	-0.017	-0.014
Si	8.18	16.334	17.72	-0.013	0.021	0.012
Si	10.86	19.07	17.627	-0.001	-0.008	0.036
Si	8.108	5.473	17.669	-0.001	0.007	0.013
Si	10.81	8.23	17.621	-0.051	-0.021	0.015
Si	8.158	10.94	17.698	0.01	-0.008	0.026
Si	10.876	13.637	17.763	-0.002	0.039	0.024
Si	13.662	16.259	17.626	0.055	0.042	0.008
Si	0.061	18.967	17.639	0.014	-0.005	0.015
Si	13.596	5.413	17.585	-0.006	0.017	0.03
Si	-0.043	8.184	17.62	0.014	-0.011	-0.01
Si	13.588	10.88	17.756	-0.011	-0.029	0.032
Si	0.023	13.541	17.68	-0.005	-0.02	0.028
Si	1.366	17.623	19.111	-0.039	0.036	0.016
Si	4.014	4.06	19.002	0.006	-0.023	-0.057
Si	1.232	6.792	18.98	0.002	-0.026	-0.041
Si	4.128	9.396	18.861	-0.019	0	-0.029
Si	1.393	12.181	19.049	0.002	-0.011	-0.019
Si	4.096	14.989	19.105	0.015	-0.022	0.02
Si	6.917	17.715	19.144	-0.02	0.042	-0.061
Si	9.481	4.126	18.989	0.012	-0.029	-0.021
Si	6.786	6.836	19.085	0.03	0.014	0.032
Si	9.47	9.555	19.081	-0.009	0.001	-0.028
Si	6.79	12.353	19.022	0.013	-0.001	-0.009
Si	9.504	15.011	19.157	0.003	-0.012	0.016
Si	12.262	17.651	18.866	-0.003	-0.016	-0.054
Si	14.988	4.018	18.896	-0.002	0.016	-0.045
Si	12.208	6.833	18.844	0.004	-0.012	-0.068
Si	14.989	9.493	19.088	-0.008	0.025	0.014
Si	12.229	12.266	19.125	0.013	-0.012	0.002
Si	15.01	14.905	19.046	0.003	-0.009	-0.017
Si	0.085	16.176	20.488	0.018	-0.029	0.079
Si	2.648	19.075	20.45	-0.042	-0.005	0.047
Si	16.155	5.422	20.34	0.019	0.053	0.065
Si	2.737	8.085	20.218	-0.011	-0.022	0.052
Si	0.07	10.814	20.485	0.02	0.016	0.062
Si	2.78	13.537	20.425	0.002	-0.007	0.054
Si	5.446	16.403	20.453	0.035	0.034	0.057
Si	8.317	19.112	20.537	-0.016	-0.05	0.066
Si	5.379	5.422	20.336	0.007	0.008	0.065
Si	8.115	8.207	20.526	0.022	0.004	0.099
Si	5.472	10.785	20.149	0.022	-0.002	0.009
Si	8.05	13.715	20.545	-0.031	0.024	0.036
Si	10.964	16.44	20.377	-0.011	-0.035	0.044
Si	13.662	18.938	20.191	0.009	-0.049	0.054
Si	10.852	5.547	20.223	-0.005	0.021	0.054
Si	13.527	8.088	20.288	0.022	0.07	0.073
Si	10.804	10.949	20.466	-0.024	0.003	0.034
Si	13.638	13.605	20.468	-0.006	0.043	0.039
Si	1.3	14.597	21.902	0.103	0.258	-0.746
Si	4.388	18.101	21.684	-0.146	-0.114	-0.779
Si	1.329	4.28	21.709	-0.105	-0.247	-0.708
Si	3.658	6.42	21.581	0.132	0.088	-0.804
Si	1.78	9.63	21.653	-0.28	0.007	-0.713
Si	3.972	11.839	21.515	-0.088	0.225	-0.68
Si	6.809	15.249	21.977	-0.009	-0.232	-0.803
Si	10.188	18.196	21.778	-0.317	-0.069	-0.792
Si	6.645	3.995	21.68	0.13	0.09	-0.719
Si	9.878	7.14	21.686	-0.228	-0.152	-0.788
Si	6.874	9.841	21.765	0.072	-0.243	-0.693
Si	9.142	12.056	21.788	0.14	0.051	-0.713
Si	12.429	15.213	21.733	-0.092	-0.242	-0.721
Si	14.696	17.325	21.591	0.079	0.094	-0.856
Si	12.285	4.102	21.318	0.029	-0.008	-0.526
Si	14.38	6.343	21.623	0.128	0.016	-0.777
Si	12.09	9.359	21.61	0.085	0.207	-0.766
Si	15.288	12.478	21.738	-0.15	-0.15	-0.839
Si	7.177	7.115	28.746	-0.084	-0.082	0.021
Si	10.962	16.879	30.974	-0.068	0.068	0.054
Si	1.063	8.925	24.509	0.068	0.126	-0.107
Si	11.685	5.562	26.52	0.064	0.013	-0.018
Si	2.324	5.348	26.464	0.138	0	-0.01
Si	12.113	11.658	29.073	0.027	-0.096	0.121
Si	9.467	21.479	28.572	0.02	-0.046	-0.007
Si	7.683	14.409	28.416	0.045	-0.034	-0.1
Si	10.51	17.003	28.102	0.024	-0.122	0.105
Si	4.192	17.533	24.676	0.044	0.034	-0.125
Si	15.026	6.994	24.588	-0.162	-0.018	-0.238
Si	7.976	18.756	28.509	0.029	-0.016	0.085
Si	0.374	11.71	28.358	-0.033	0.145	-0.025
Si	5.775	12.33	28.017	-0.142	-0.155	0.02
Si	2.877	14.809	24.725	-0.07	-0.115	-0.248
Si	5.471	6.096	30.952	0.015	-0.01	0.09
Si	2.567	8.714	27.208	-0.045	-0.047	-0.026
Si	0.471	14.047	26.562	-0.12	-0.026	0.02
Si	4.391	6.258	28.204	0.065	-0.044	0.091
Si	13.092	17.699	29.143	-0.02	-0.127	0.102
Si	5.084	11.277	30.949	0.087	0.034	0.158
Si	15.211	19.952	28.913	0.13	-0.081	-0.067
Si	8.734	9.576	28.954	0.049	0.047	0.056
Si	12.736	10.455	26.491	-0.061	0.02	0.009
Si	1.145	17.821	28.777	-0.095	-0.052	0.027
Si	11.303	9.043	30.445	0.048	0.03	0.049
Si	11.037	13.38	23.864	0.026	0.15	-0.085
Si	6.622	16.767	30.026	0.031	-0.137	0.222
Si	2.08	11.342	30.654	0.096	0.131	0.167
Si	5.401	13.223	23.913	0.044	0.039	0.013
Si	4.327	6.681	24.534	-0.054	-0.029	-0.145
Si	13.693	7.699	26.994	0.057	-0.06	-0.044
Si	6.99	5.108	24.568	0.061	0.102	-0.208
Si	8.694	16.786	23.942	-0.094	-0.027	-0.12
Si	1.831	18.736	25.907	0.013	-0.002	0.048
Si	0.338	7.208	28.144	-0.091	0.059	-0.011
Si	0.594	11.516	25.618	0.019	0.002	-0.09
Si	9.745	9.83	25.943	-0.055	-0.055	-0.007
Si	7.317	11.35	25.692	-0.07	0.14	-0.165
Si	15.337	15.589	28.604	0.015	-0.026	-0.005
Si	3.596	11.201	26.263	0.036	-0.073	-0.031
Si	6.957	18.545	25.74	-0.156	-0.053	-0.006
Si	16.065	18.983	23.91	0.036	0.242	-0.125
Si	9.276	12.319	30.042	0.077	-0.02	0.118
Si	14.441	20.62	25.893	-0.155	0.016	0.022
Si	11.077	6.212	31.06	0.104	0.057	0.135
Si	9.451	6.896	24.731	0.041	0.022	-0.053
Si	13.354	11.191	23.766	-0.035	-0.007	-0.131
Si	5.437	9.465	24.585	-0.017	0.004	-0.227
Si	9.716	14.832	26.053	-0.035	0.068	0.078
Si	2.28	14.441	31.346	-0.095	-0.054	0.062
Si	3.676	16.913	30.339	-0.131	-0.02	0.123
Si	14.635	12.901	30.141	-0.012	0.095	0.056
Si	16.029	5.907	30.811	0.036	-0.035	0.223
Si	1.396	14.972	5.471	0.011	-0.004	0.005
Si	4.073	1.354	5.444	-0.022	0.007	-0.002
Si	1.36	4.101	5.392	-0.002	-0.005	-0.024
Si	4.07	6.839	5.422	-0.017	-0.003	0.005
Si	1.365	9.513	5.428	0.003	-0.001	-0.017
Si	4.101	12.248	5.459	-0.003	0.015	0.001
Si	6.827	14.933	5.423	0.022	-0.003	-0.012
Si	9.521	1.361	5.448	0.008	0.002	-0.001
Si	6.813	4.082	5.455	0.024	0.008	-0.025
Si	9.529	6.813	5.472	0.011	0.019	0.01
Si	6.769	9.504	5.417	-0.021	-0.005	-0.015
Si	9.478	12.243	5.449	-0.02	0.014	-0.015
Si	12.238	14.934	5.483	-0.009	-0.011	-0.007
Si	14.976	1.395	5.456	-0.032	0	-0.01
Si	12.262	4.034	5.436	0.002	-0.032	-0.014
Si	14.968	6.781	5.425	0.005	-0.006	-0.012
Si	12.216	9.507	5.466	0.02	-0.015	0.007
Si	14.931	12.25	5.492	-0.008	-0.004	0.015
Si	2.734	16.33	6.831	-0.001	0.003	0.005
Si	5.438	2.721	6.794	-0.001	0	0.004
Si	2.717	5.451	6.769	0.01	0.005	-0.004
Si	5.424	8.17	6.805	0.004	-0.002	0.005
Si	2.722	10.879	6.793	0.009	-0.003	-0.004
Si	5.465	13.598	6.808	-0.003	-0.012	0.006
Si	8.161	16.313	6.794	-0.004	0.003	-0.006
Si	10.896	2.7	6.81	0.015	0.006	0.001
Si	8.168	5.44	6.814	0.001	-0.005	0.006
Si	10.872	8.163	6.838	-0.015	0.004	0.015
Si	8.122	10.873	6.792	-0.002	0.004	-0.001
Si	10.861	13.579	6.818	0.023	-0.007	0.005
Si	13.607	16.331	6.802	-0.002	0.003	-0.006
Si	0.014	2.755	6.797	-0.014	0.002	-0.003
Si	13.609	5.42	6.789	-0.002	-0.005	-0.002
Si	0.004	8.149	6.786	0.002	0.002	0.001
Si	13.583	10.866	6.824	-0.002	0.005	-0.002
Si	0.005	13.613	6.812	0	-0.001	-0.007
Si	1.359	17.697	8.16	0.013	-0.01	0.003
Si	4.073	4.088	8.14	-0.017	-0.009	-0.001
Si	1.36	6.795	8.151	-0.007	-0.008	-0.002
Si	4.075	9.53	8.168	0.006	-0.004	0.007
Si	1.363	12.238	8.157	0.003	-0.004	-0.001
Si	4.099	14.957	8.166	0.015	0.024	0.002
Si	6.8	17.676	8.151	0.005	-0.002	-0.003
Si	9.535	4.076	8.16	0.013	0.011	-0.005
Si	6.79	6.802	8.155	-0.019	-0.01	-0.001
Si	9.495	9.529	8.165	0.009	-0.019	0
Si	6.796	12.234	8.177	-0.007	0.001	0.005
Si	9.517	14.961	8.167	0.001	0.002	0
Si	12.248	17.671	8.176	-0.012	0.004	0.005
Si	14.963	4.083	8.169	-0.001	0.001	0.004
Si	12.249	6.785	8.157	0.011	0.025	-0.001
Si	14.966	9.507	8.156	0.002	0.01	-0.002
Si	12.224	12.228	8.175	-0.018	-0.02	0.009
Si	14.964	14.972	8.165	0.001	-0.003	-0.002
Si	0.005	16.328	9.521	-0.011	0.014	-0.002
Si	2.724	2.728	9.513	-0.003	0.002	0.001
Si	0.002	5.442	9.521	-0.008	0	0.008
Si	2.714	8.159	9.515	0.005	-0.003	0
Si	0.002	10.875	9.513	0	-0.007	-0.004
Si	2.727	13.596	9.517	0.005	-0.008	-0.006
Si	5.451	16.318	9.52	-0.013	0.001	0.005
Si	8.165	2.715	9.509	0.007	0.003	-0.002
Si	5.431	5.44	9.508	0.013	0.007	0
Si	8.145	8.162	9.521	-0.007	0.009	-0.002
Si	5.433	10.882	9.534	-0.01	0.002	0.011
Si	8.16	13.602	9.526	0.003	-0.009	-0.003
Si	10.88	16.316	9.527	0.016	-0.001	0.002
Si	13.607	2.717	9.53	0	-0.002	0.003
Si	10.885	5.437	9.524	0.002	-0.013	0.005
Si	13.604	8.15	9.514	0.005	-0.009	-0.001
Si	10.862	10.878	9.529	0.001	0.009	0.004
Si	13.597	13.6	9.513	-0.006	0	-0.012
Si	1.365	14.959	10.873	-0.005	0.006	-0.001
Si	4.083	17.677	10.864	0.013	-0.001	-0.009
Si	1.359	4.076	10.875	-0.001	0	-0.002
Si	4.076	6.799	10.872	-0.007	-0.001	-0.001
Si	1.358	9.518	10.88	0	0.006	0.002
Si	4.078	12.243	10.893	0.004	-0.003	0.008
Si	6.804	14.962	10.888	0.003	0.004	-0.001
Si	9.518	17.679	10.881	0.004	0.004	-0.002
Si	6.8	4.08	10.86	-0.014	-0.004	-0.003
Si	9.514	6.803	10.873	0.002	0.01	-0.001
Si	6.796	9.524	10.89	-0.003	-0.011	0.007
Si	9.516	12.247	10.888	0.01	-0.002	0.003
Si	12.242	14.956	10.88	-0.007	-0.002	0
Si	14.966	17.674	10.89	-0.003	-0.009	0.009
Si	12.238	4.076	10.886	0.003	0.011	0.002
Si	14.959	6.797	10.881	0.004	0	-0.001
Si	12.237	9.515	10.864	-0.001	-0.011	-0.011
Si	14.96	12.238	10.866	0.004	-0.002	-0.005
Si	2.732	16.314	12.229	0.007	0.009	-0.006
Si	5.447	2.713	12.215	-0.006	-0.002	-0.01
Si	2.719	5.433	12.228	0.001	0.001	0.002
Si	5.429	8.16	12.236	-0.002	-0.001	-0.007
Si	2.713	10.881	12.245	0.004	-0.006	-0.002
Si	5.446	13.604	12.248	-0.009	0.004	-0.002
Si	8.162	16.322	12.248	0.004	-0.001	0.006
Si	10.875	2.716	12.245	0.005	-0.003	0.005
Si	8.149	5.442	12.229	0.003	-0.01	0.001
Si	10.873	8.17	12.226	0.017	0.003	-0.002
Si	8.157	10.891	12.247	0.001	0.008	0.001
Si	10.878	13.607	12.242	0.012	-0.003	0
Si	13.606	16.306	12.243	-0.006	0.003	-0.001
Si	0.012	2.711	12.244	0.008	0.013	0.006
Si	13.595	5.44	12.24	0.003	0	0.009
Si	-0.004	8.157	12.238	-0.009	-0.005	0.005
Si	13.595	10.879	12.22	-0.013	-0.002	-0.008
Si	-0.001	13.596	12.228	-0.005	-0.01	-0.004
Si	1.382	17.665	13.597	-0.002	-0.021	-0.001
Si	4.08	4.056	13.568	0.023	-0.006	-0.012
Si	1.361	6.791	13.586	0.013	-0.011	0.007
Si	4.08	9.525	13.6	-0.013	0	0.006
Si	1.351	12.244	13.601	-0.008	0.01	0.001
Si	4.087	14.963	13.604	0.007	0.001	-0.003
Si	6.797	17.689	13.596	-0.019	0.016	-0.006
Si	9.502	4.08	13.594	0.003	0.009	0
Si	6.786	6.8	13.592	-0.009	0.02	0.005
Si	9.533	9.541	13.596	0.001	-0.02	0.003
Si	6.809	12.255	13.615	0.002	-0.012	0.002
Si	9.521	14.964	13.61	0.011	-0.004	0
Si	12.24	17.663	13.593	0.003	-0.002	-0.002
Si	14.959	4.071	13.587	-0.011	0.003	-0.001
Si	12.223	6.811	13.585	-0.007	0.006	-0.002
Si	14.948	9.521	13.585	0.007	-0.001	-0.005
Si	12.244	12.243	13.582	0.004	-0.006	-0.012
Si	14.963	14.938	13.604	0.003	0.009	0.006
Si	0.028	16.289	14.945	0.001	0.008	-0.003
Si	2.758	19.012	14.955	0.02	0.022	0.002
Si	0.002	5.425	14.939	0.006	0.005	0.005
Si	2.719	8.152	14.944	0.014	0.015	0.001
Si	-0.02	10.878	14.948	-0.01	0	0
Si	2.721	13.603	14.957	-0.01	-0.017	-0.004
Si	5.447	16.328	14.96	-0.005	-0.01	-0.005
Si	8.144	2.727	14.967	-0.008	-0.017	0.004
Si	5.423	5.411	14.927	-0.027	-0.02	-0.002
Si	8.153	8.182	14.926	0.011	0.008	-0.002
Si	5.44	10.894	14.959	0.002	0.01	-0.008
Si	8.167	13.617	14.987	-0.007	0	0
Si	10.886	16.315	14.97	0.015	0.016	0.007
Si	13.608	19.017	14.94	0.005	0.012	0.005
Si	10.853	5.458	14.937	0.005	-0.003	0.005
Si	13.573	8.179	14.944	-0.02	-0.014	0.007
Si	10.886	10.918	14.961	0.015	0.004	0.002
Si	13.597	13.573	14.964	-0.019	-0.01	0.003
O	8.015	10.938	22.259	0.118	-0.009	0.347
O	15.669	15.096	27.079	-0.272	0.371	-0.551
O	10.713	13.715	25.426	0.334	-0.326	0.212
O	15.397	17.986	22.872	0.091	-0.037	0.304
O	9.945	17.954	31.648	0.002	0.147	-0.391
O	0.514	20.157	23.068	-0.198	0.355	0.401
O	2.651	8.649	32.689	-0.162	0.06	-0.294
O	5.941	6.594	27.82	0.194	-0.139	-0.558
O	7.224	4.768	22.995	0.139	0.326	0.005
O	14.87	19.4	24.927	-0.41	-0.306	0.011
O	14.88	7.034	23	0.081	0.452	0.065
O	2.845	10.796	22.103	0.097	0.17	0.5
O	5.72	17.828	25.016	0.23	-0.308	-0.078
O	15.733	17.225	32.613	-0.016	0.133	-0.173
O	2.504	5.359	22.081	0.146	0.134	0.17
O	9.464	6.589	23.145	0.054	-0.342	0.281
O	4.344	10.62	24.938	-0.185	0.244	-0.325
O	6.559	12.502	24.812	0.38	0.148	-0.111
O	9.617	12.426	31.623	0.312	-0.14	-0.174
O	15.374	11.779	29.258	-0.099	-0.467	0.142
O	7.689	16.426	22.714	0.179	0.508	-0.017
O	11.636	14.664	23.058	-0.364	0.096	0.511
O	12.9	9.891	22.92	0.08	-0.422	0.192
O	6.093	10.22	31.654	0.084	-0.174	-0.371
O	2.491	19.645	32.594	-0.004	-0.025	-0.383
O	13.31	14.268	32.701	0.077	0.094	-0.208
O	7.365	18.21	29.912	-0.018	0.28	0.351
O	5.462	5.573	24.757	-0.137	-0.255	0.236
O	15.207	5.527	25.189	0.379	-0.164	0.053
O	9.957	6.767	32.087	-0.129	-0.155	0.034
O	0.866	13.196	27.899	0.528	0.3	0.382
O	4.004	13.628	24.641	-0.036	-0.158	0.231
O	4.88	8.067	25.152	0.157	-0.133	0.373
O	10.806	6.252	25.347	0.312	-0.04	-0.318
O	7.378	8.721	28.751	-0.421	0.24	0.054
O	0.01	7.827	24.966	0.239	-0.018	0.498
O	2.245	8.775	25.598	0.352	-0.041	-0.262
O	8.385	20.296	28.73	-0.385	0.09	0.31
O	11.197	15.693	32.025	-0.101	-0.341	-0.006
O	12.422	17.492	30.613	0.365	0.09	0.42
O	5.532	19.194	22.13	-0.065	-0.064	0.346
O	13.563	16.305	22.198	0.112	-0.131	0.626
O	10.542	15.924	26.908	0.553	0.135	-0.178
O	10.985	8.269	22.1	0.03	0.02	0.52
O	8.403	13.581	29.588	0.043	0.168	0.398
O	0.106	13.534	22.267	0.009	0.018	0.391
O	4.402	5.817	29.764	-0.411	-0.236	0.095
O	4.971	12.568	31.931	0.255	0.332	-0.035
O	10.378	16.296	29.575	-0.206	-0.482	-0.049
O	12.099	10.096	29.517	0.262	-0.167	-0.072
O	13.314	9.211	27.338	-0.07	0.164	0.391
O	2.508	17.771	29.632	-0.09	0.585	-0.034
O	15.074	12.699	31.683	0.245	-0.132	-0.086
O	11.892	17.842	28.071	0.16	0.544	-0.449
O	6.642	16.129	31.523	-0.198	-0.123	-0.151
O	10.291	21.717	29.928	0.078	-0.327	0.078
O	15.071	14.362	29.616	-0.004	0.24	0.301
O	12.498	6.675	27.403	0.055	0.112	0.324
O	7.145	20.094	25.422	0.285	0.091	0.105
O	3.012	14.188	32.761	-0.247	0.387	0.317
O	8.037	8.66	32.635	0.047	-0.077	-0.312
O	8.028	14.204	32.637	-0.124	-0.159	-0.262
O	15.089	6.841	31.735	-0.18	0.069	-0.409
O	2.011	12.968	30.745	-0.165	0.189	-0.28
O	7.032	11.631	27.262	0.331	-0.206	0.352
O	11.322	10.107	25.782	0.126	0.083	-0.57
O	2.933	6.134	25.17	-0.276	-0.025	-0.401
O	4.993	12.239	22.712	0.198	-0.334	0.175
O	15.096	7.306	27.709	-0.157	0.013	0.269
O	1.155	6.155	27.228	-0.36	-0.347	-0.267
O	4.48	12.291	27.06	-0.359	0.586	-0.205
O	6.035	14.544	23.229	-0.19	0.08	0.434
O	13.771	7.637	25.365	-0.459	0.285	-0.302
O	9.447	9.707	27.519	0.32	-0.129	0.165
O	0.284	19.15	29.12	0.101	0.219	0.003
O	1.785	14.699	25.912	0.199	0.25	0.252
O	9.389	8.469	25.129	-0.121	0.268	0.096
O	12.081	21.46	31.749	0.052	0.032	-0.298
O	8.547	14.3	27.044	-0.299	-0.428	-0.163
O	8.056	6.176	25.159	-0.337	0.257	0.29
O	14.638	11.858	23.084	0.366	-0.205	0.342
O	3.367	18.653	25.468	0.149	0.514	0.427
O	4.724	7.099	31.966	0.132	-0.02	-0.293
O	5.965	21.101	31.75	-0.259	-0.403	-0.098
O	9.72	12.813	23.113	-0.165	-0.012	0.292
O	3.963	17.582	31.789	0.388	0.015	-0.146
O	11.322	9.799	31.883	-0.523	0.197	-0.279
O	1.538	11.001	29.193	0.43	-0.408	-0.304
O	3.843	17.547	23.104	-0.28	-0.292	-0.035
O	0.267	16.498	29.081	0.303	-0.058	0.575
O	7.473	15.904	28.954	0.427	0.113	-0.37
O	13.747	10.818	25.284	0.38	-0.11	0.327
O	5.573	11.673	29.473	0.032	-0.249	-0.167
O	1.142	10.62	31.76	-0.784	0.104	-0.052
O	13.058	12.6	29.982	-0.392	0.141	0.13
O	12.825	20.86	25.946	-0.291	-0.307	-0.417
O	4.183	7.04	22.976	0.3	0.555	0.171
O	13.994	16.47	28.631	-0.234	-0.146	-0.29
O	10.638	12.286	29.189	0.107	0.138	-0.261
O	12.146	12.236	23.787	-0.224	-0.144	-0.201
O	0.868	18.175	24.741	0.207	-0.521	-0.24
O	8.215	17.775	25.108	0.297	0.054	0.316
O	13.708	19.457	32.65	-0.211	-0.131	-0.527
O	3.632	5.066	27.408	0.069	-0.555	-0.117
O	6.806	6.72	30.28	0.471	-0.055	0.494
O	15.155	21.161	29.973	-0.597	0.211	-0.069
O	5.083	16.928	29.555	-0.003	0.105	-0.749
O	6.178	13.877	28.179	-0.571	0.415	-0.241
O	9.94	17.522	23.239	0.221	-0.095	0.474
O	1.538	17.869	27.219	0.316	-0.383	-0.242
O	11.268	19.398	22.134	0.131	0.202	0.412
O	9.063	15.422	24.698	-0.225	-0.287	-0.07
O	2.191	11.799	25.762	-0.004	0.542	-0.308
O	0.398	10.414	24.477	-0.535	0.008	-0.58
O	0.766	21.463	31.768	0.168	0.107	-0.23
O	0.055	10.882	27.01	-0.491	-0.646	0.224
O	11.898	7.524	30.526	0.677	-0.129	-0.21
O	13.465	8.645	32.794	-0.066	0.079	-0.229
O	-0.098	12.977	25.457	-0.537	0.03	-0.353
O	0.458	6.815	29.709	0.242	0.435	0.113
O	1.145	8.595	27.967	-0.278	0.273	0.437
O	8.576	6.475	28.238	0.258	0.442	-0.255
O	3.222	15.353	30.41	0.431	-0.163	-0.539
O	0.952	15.306	31.669	-0.379	-0.139	-0.27
O	10.581	21.146	27.446	-0.117	-0.494	0.176
O	13.323	5.148	22.098	-0.016	-0.182	0.61
O	3.53	7.572	27.817	-0.114	0.266	0.082
O	1.516	8.701	22.98	-0.219	-0.674	0.162
O	8.045	19.615	32.587	0.075	-0.029	-0.462
O	15.033	20.441	27.385	0.177	0.228	-0.019
O	13.956	19.024	29.251	-0.15	0.083	0.492
O	3.386	10.077	27.41	0.201	0.043	0.362
O	2.084	14.965	23.3	0.134	0.077	0.283
O	9.793	8.818	29.919	-0.209	-0.249	-0.038
O	5.916	9.404	23.029	-0.254	-0.38	0.024
O	1.56	20.308	26.09	-0.257	0.007	0.017
O	3.567	10.73	30.827	0.057	-0.751	-0.024
O	8.438	10.979	29.696	-0.541	0.113	0.266
O	9.3	18.026	27.961	-0.014	-0.002	-0.102
O	6.871	18.482	27.351	-0.516	-0.057	0.246
O	12.592	11.688	27.527	0.283	0.543	-0.17
O	8.904	11.136	25.42	0.142	0.532	-0.405
O	3.744	16.084	25.165	0.243	-0.142	0.375
O	6.74	9.865	25.43	0.399	-0.313	0.076

Results
total energy: -101652.596 eV
total energy less fixed offsets of O -438.35, Si -107.03 eV per atom: 0.604 eV
